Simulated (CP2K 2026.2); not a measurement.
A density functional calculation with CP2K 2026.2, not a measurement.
Periodic cell of 513 atoms, Si351O162, from a study of silicon, its oxide and their interface. The atomic structure is a simulated model.
Doubt: the forces sum to 2.64 eV/angstrom along one axis rather than to zero, so they err by at least 0.0052 eV/angstrom per atom on average; the grid cutoff is modest.

Settings
functional: PBE
method: Gaussian and plane waves
basis set: DZVP-MOLOPT-SR-GTH
pseudopotentials: GTH-PBE
grid cutoff: 350 Ry, relative cutoff 50 Ry
k points: Gamma only
occupations: fixed
spin: none
net charge: 0

Cell vectors (angstrom)
a 16.407 0 0
b 0 16.407 0
c -0.2384 -0.0384 34.4958

Atoms and the computed forces on them: element, x, y, z (angstrom), force x, y, z (eV/angstrom)
Si 0.245 16.024 0.1 0.012 -0.01 0.223
Si 2.192 2.934 34.475 0.081 -0.104 0.219
Si -0.026 5.289 34.454 -0.105 0.104 0.208
Si 3.233 8.015 0.078 -0.253 0.113 0.139
Si 16.055 11.053 0.215 -0.032 0.004 0.124
Si 2.482 13.847 0.37 -0.032 0.026 0.067
Si 5.489 0.109 0.388 -0.03 -0.068 0.185
Si 8.337 2.531 0.33 -0.065 0.024 0.232
Si 5.268 5.518 0.488 0.118 -0.103 0.2
Si 8.32 7.315 34.337 -0.018 0.093 0.232
Si 4.617 11.78 34.22 0.127 -0.093 0.285
Si 8.487 13.61 0.092 -0.13 0.104 0.166
Si 10.609 0.394 0.233 0.041 -0.047 0.215
Si 13.209 3.135 0.109 0.033 0.05 0.204
Si 10.921 5.297 0.428 0.017 -0.01 0.087
Si 13.321 8.011 0.28 0.074 0.072 0.229
Si 10.637 11.185 0.308 0.059 -0.141 0.194
Si 13.458 13.111 34.472 -0.004 0.056 0.198
Si 1.304 1.345 1.354 -0.021 -0.004 -0.052
Si 3.967 3.933 1.546 -0.001 0.052 -0.073
Si 1.368 6.933 1.271 0.043 0.001 -0.077
Si 4.144 9.868 1.173 -0.007 -0.021 -0.046
Si 1.16 12.31 1.544 -0.002 0.006 -0.029
Si 3.974 15.173 1.599 0.011 0.014 -0.02
Si 6.903 1.318 1.739 0.003 0.002 -0.052
Si 9.499 4.007 1.714 0.005 -0.011 -0.06
Si 6.961 6.733 1.523 -0.019 -0.042 -0.073
Si 9.412 9.352 1.175 0.027 0.011 -0.045
Si 6.644 12.538 1.199 -0.012 0.009 -0.069
Si 9.573 15.127 1.52 0.001 0.005 -0.064
Si 12.221 1.498 1.513 -0.02 0.005 -0.071
Si 14.95 4.222 1.316 0.001 -0.013 -0.059
Si 12.129 6.757 1.776 0.004 -0.002 -0.049
Si 14.824 9.484 1.456 -0.014 -0.008 -0.04
Si 12.258 12.238 1.613 -0.018 -0.006 -0.078
Si 14.903 14.888 1.254 0.018 -0.005 -0.048
Si 16.279 2.742 2.68 -0.008 -0.003 0.007
Si 2.612 0.118 2.91 0.013 0.01 0.003
Si 16.349 8.188 2.727 -0.002 -0.013 0.004
Si 2.639 5.498 2.758 -0.022 -0.02 0.039
Si 16.197 13.672 2.859 -0.002 -0.011 0.011
Si 2.674 10.941 2.738 -0.013 -0.002 0.021
Si 5.385 2.67 2.942 -0.009 0.012 0.007
Si 8.236 16.349 3.031 -0.009 -0.001 0.006
Si 5.508 8.345 2.629 0.025 0.032 0.062
Si 8.151 5.408 3.018 -0.01 0.003 0.009
Si 5.4 13.751 2.824 0.022 -0.003 0
Si 8.014 10.91 2.523 -0.004 -0.014 0.021
Si 10.903 2.698 3.034 -0.001 -0.004 0.011
Si 13.626 16.379 2.681 0 0 0.005
Si 10.707 8.223 2.879 0.001 0.005 0.003
Si 13.679 5.449 2.918 0.014 0.006 0.014
Si 10.92 13.721 2.858 0.008 0.008 0.026
Si 13.564 10.835 2.935 -0.005 -0.005 0.003
Si 1.251 4.115 4.109 0.013 0.015 -0.013
Si 4.01 1.37 4.316 -0.004 -0.007 0.002
Si 1.312 9.558 4.115 -0.002 -0.003 0.005
Si 4.077 6.911 4.033 -0.009 -0.006 -0.019
Si 1.225 15.063 4.177 0 -0.001 -0.001
Si 4.023 12.321 4.133 0.004 0.006 0.01
Si 6.72 4.073 4.299 0.002 0.003 0
Si 9.548 1.338 4.374 0.008 0.004 -0.004
Si 6.78 9.637 4.121 -0.006 -0.001 -0.042
Si 9.473 6.838 4.314 0.002 -0.001 0.003
Si 6.761 15.02 4.28 -0.001 0.004 0
Si 9.44 12.262 4.025 -0.001 0.001 -0.008
Si 12.293 4.104 4.295 -0.007 -0.008 0.002
Si 14.968 1.351 4.104 0.006 0.005 -0.007
Si 12.143 9.527 4.252 0.002 0.006 -0.002
Si 15.03 6.856 4.209 -0.004 -0.004 0.003
Si 12.284 15.083 4.191 -0.003 -0.003 -0.001
Si 14.927 12.264 4.248 0.004 0 -0.006
Si 16.304 0.024 5.553 -0.002 0 -0.004
Si 2.614 2.791 5.563 -0.002 0.007 -0.001
Si 16.353 5.453 5.562 0.001 -0.003 0.001
Si 2.69 8.2 5.484 0.001 -0.005 -0.003
Si 16.363 10.915 5.54 -0.003 0.003 -0.002
Si 2.639 13.681 5.513 -0.001 0 -0.003
Si 5.386 16.391 5.631 0.007 0.001 -0.001
Si 8.12 2.722 5.648 -0.004 -0.006 0.008
Si 5.358 5.539 5.536 0.002 0.001 0
Si 8.085 8.251 5.573 -0.005 0.002 0
Si 5.388 10.956 5.516 0.005 -0.006 -0.004
Si 8.142 13.6 5.541 -0.008 -0.002 -0.003
Si 10.933 16.373 5.652 0.001 0.001 0.004
Si 13.64 2.684 5.582 -0.002 -0.003 -0.002
Si 10.897 5.482 5.627 0.006 0.008 0.004
Si 13.594 8.184 5.564 0 -0.004 0.002
Si 10.788 10.961 5.53 0.004 -0.002 -0.001
Si 13.585 13.674 5.582 -0.001 0.001 0.003
Si 1.273 1.386 6.926 0.004 0.001 -0.003
Si 3.998 4.157 6.916 -0.005 0.005 -0.002
Si 1.33 6.835 6.895 -0.001 -0.006 -0.004
Si 4.028 9.574 6.886 0 0.002 -0.003
Si 1.301 12.302 6.909 0.002 0.001 -0.002
Si 3.999 15.015 6.94 0.002 0.001 0.001
Si 6.751 1.356 6.991 0.002 -0.002 0.003
Si 9.506 4.11 6.972 0 0.003 -0.002
Si 6.731 6.869 6.934 0 0.003 -0.001
Si 9.471 9.591 6.939 0.001 -0.002 -0.002
Si 6.754 12.284 6.926 -0.003 0 -0.004
Si 9.509 14.984 6.931 0.004 -0.003 -0.003
Si 12.273 1.356 6.991 -0.001 0 0.002
Si 14.989 4.085 6.937 0 -0.001 -0.002
Si 12.26 6.835 6.978 0.003 -0.006 0.001
Si 14.97 9.568 6.91 -0.001 0.003 -0.002
Si 12.183 12.313 6.916 -0.005 0.005 -0.004
Si 14.96 15.047 6.937 0.003 -0.002 -0.001
Si 16.337 2.733 8.325 -0.001 -0.002 -0.002
Si 2.645 0.007 8.288 0.002 0 -0.001
Si 16.347 8.193 8.267 -0.001 -0.001 -0.006
Si 2.656 5.491 8.319 0.003 0 0.002
Si 16.338 13.672 8.285 0.001 0.001 -0.002
Si 2.669 10.935 8.275 -0.001 0.001 -0.003
Si 5.371 2.769 8.292 0.003 0.002 -0.001
Si 8.14 16.375 8.303 -0.005 -0.001 0.001
Si 5.372 8.223 8.306 0 -0.002 0
Si 8.118 5.495 8.299 0.003 -0.001 0
Si 5.388 13.658 8.294 0.003 0 0
Si 8.111 10.937 8.321 0 -0.003 -0.002
Si 10.877 2.729 8.324 -0.002 0.001 0
Si 13.616 16.391 8.349 -0.001 0 0.001
Si 10.861 8.22 8.296 0.004 0 0.001
Si 13.619 5.445 8.315 -0.001 0.001 0.002
Si 10.856 13.655 8.333 -0.001 0.001 0.002
Si 13.585 10.941 8.266 0.001 0 -0.003
Si 1.297 4.106 9.681 -0.002 -0.002 -0.002
Si 4.015 1.383 9.654 -0.001 0.003 0
Si 1.299 9.565 9.645 -0.001 -0.002 -0.005
Si 4.025 6.849 9.685 -0.001 0 0.002
Si 1.292 15.041 9.663 0.001 0.001 -0.001
Si 4.028 12.294 9.663 0.001 -0.001 -0.001
Si 6.756 4.116 9.668 -0.001 0.002 -0.001
Si 9.499 1.352 9.672 0.002 -0.002 0.001
Si 6.751 9.572 9.684 0.001 0.001 -0.001
Si 9.494 6.851 9.668 -0.001 0.001 -0.001
Si 6.758 15.025 9.666 0.001 0 0.001
Si 9.482 12.299 9.689 0 -0.001 -0.001
Si 12.245 4.092 9.686 -0.001 -0.002 0.002
Si 14.976 1.363 9.699 0.002 -0.001 0.001
Si 12.233 9.577 9.66 0 0 -0.002
Si 14.987 6.83 9.658 0.002 -0.003 -0.001
Si 12.225 15.029 9.696 0 0.001 0.003
Si 14.952 12.308 9.645 -0.002 0.003 -0.002
Si -0.065 -0.008 11.051 0 0 0
Si 2.661 2.736 11.048 0.001 -0.001 0
Si -0.075 5.466 11.043 0 0.002 -0.002
Si 2.656 8.209 11.048 -0.001 0.001 -0.002
Si 16.328 10.934 11.003 0 -0.001 -0.004
Si 2.665 13.674 11.027 0.001 0 -0.002
Si 5.396 0.013 11.012 0.002 0 0
Si 8.125 2.733 11.031 -0.002 0 0
Si 5.399 5.479 11.05 0.002 -0.002 0
Si 8.129 8.21 11.049 0.001 -0.002 0.002
Si 5.394 10.947 11.047 0 -0.002 -0.001
Si 8.124 13.675 11.054 -0.001 0 0.002
Si 10.856 -0.002 11.058 -0.001 0.003 0.002
Si 13.598 2.722 11.064 0 -0.001 0.001
Si 10.865 5.468 11.024 0.001 0 0.001
Si 13.603 8.197 11.02 0.001 0 -0.002
Si 10.862 10.932 11.037 0 -0.001 0
Si 13.596 13.658 11.05 0.001 -0.001 0.001
Si 1.297 1.363 12.417 -0.002 -0.001 0.001
Si 4.038 4.097 12.414 0 0.002 0
Si 1.293 6.824 12.409 -0.001 -0.002 -0.001
Si 4.035 9.577 12.409 0.001 0 -0.001
Si 1.285 12.3 12.378 -0.001 0 -0.004
Si 4.037 15.056 12.386 0 0.003 -0.002
Si 6.761 1.361 12.404 -0.001 0.001 0.001
Si 9.507 4.099 12.395 0.001 -0.001 -0.001
Si 6.773 6.839 12.421 -0.001 0.001 0
Si 9.501 9.577 12.416 0.001 0.003 0.001
Si 6.76 12.314 12.419 0.001 -0.002 0.001
Si 9.484 15.047 12.429 0.001 0.001 0.002
Si 12.22 1.36 12.431 -0.001 -0.002 0.003
Si 14.965 4.101 12.416 0 0 -0.001
Si 12.232 6.825 12.392 -0.001 -0.001 -0.001
Si 14.967 9.572 12.383 0.001 0 -0.003
Si 12.215 12.293 12.414 -0.001 -0.002 0
Si 14.968 15.033 12.41 0.002 0 -0.001
Si -0.074 2.734 13.779 0 0.002 -0.001
Si 2.671 -0.005 13.774 0 0 0.001
Si -0.088 8.193 13.752 0 0 -0.002
Si 2.668 5.46 13.779 0.001 -0.001 -0.001
Si -0.072 13.657 13.767 0 -0.001 0.002
Si 2.663 10.953 13.751 0.002 -0.002 -0.003
Si 5.402 2.72 13.781 0.001 -0.002 0
Si 8.12 0.012 13.806 0 0 0.004
Si 5.411 8.219 13.784 0 -0.001 0.004
Si 8.157 5.466 13.771 0.001 0.001 0.002
Si 5.415 13.719 13.769 -0.001 0.001 -0.002
Si 8.133 10.95 13.785 -0.001 -0.001 0.004
Si 10.85 2.734 13.798 0.002 0.002 0.004
Si 13.59 16.386 13.78 0.004 0 0.002
Si 10.874 8.193 13.763 0.001 -0.001 0.001
Si 13.574 5.448 13.779 0.002 0.001 0.001
Si 10.847 13.666 13.783 0 0 0.002
Si 13.595 10.925 13.765 0 0 0
Si 1.317 4.075 15.155 -0.002 0.002 0.005
Si 4.033 1.351 15.161 0 -0.001 0.007
Si 1.301 9.557 15.09 -0.002 0.002 -0.003
Si 4.039 6.842 15.13 0.002 -0.004 0
Si 1.31 15.017 15.128 -0.003 0.003 0.001
Si 4.033 12.354 15.092 0.001 0.001 -0.002
Si 6.808 4.076 15.119 -0.004 0.003 0.001
Si 9.486 1.376 15.184 0.004 -0.002 0.002
Si 6.788 9.581 15.166 0 0.003 0.001
Si 9.513 6.845 15.15 0.005 -0.002 0.002
Si 6.764 15.063 15.202 0.001 0.002 0.006
Si 9.463 12.334 15.173 0 -0.002 0.005
Si 12.211 4.091 15.184 -0.003 0 0.002
Si 14.939 1.375 15.128 0.002 -0.001 0.002
Si 12.249 9.538 15.134 -0.001 0.004 0.003
Si 14.94 6.827 15.119 0.001 -0.003 0.002
Si 12.232 15.005 15.15 -0.006 0.001 0.003
Si 14.941 12.31 15.132 0.001 -0.002 0
Si -0.089 -0.01 16.436 0.001 -0.001 0.006
Si 2.678 2.699 16.551 0.004 0.003 0.003
Si -0.089 5.457 16.453 0.005 0.003 0
Si 2.667 8.221 16.485 -0.001 -0.001 -0.006
Si -0.084 10.911 16.424 -0.001 0.001 0.003
Si 2.702 13.682 16.516 0 -0.002 0
Si 5.388 0.02 16.581 -0.006 -0.004 0.004
Si 8.127 2.745 16.578 0.001 -0.001 -0.002
Si 5.451 5.462 16.434 0 -0.004 0.008
Si 8.17 8.21 16.545 0.001 0.001 0.003
Si 5.414 11.024 16.448 -0.003 -0.003 0
Si 8.118 13.706 16.61 0.001 0 0
Si 10.865 16.372 16.5 0.004 0.003 0.008
Si 13.563 2.692 16.549 0.002 0.001 0.001
Si 10.852 5.487 16.551 0.004 0.008 0.005
Si 13.586 8.157 16.537 0.004 0.004 -0.003
Si 10.864 10.927 16.444 0.001 0.003 0.011
Si 13.58 13.65 16.558 0.003 -0.003 -0.001
Si 1.265 1.273 17.86 -0.008 -0.001 -0.013
Si 4.143 4.098 17.818 -0.004 0.015 -0.007
Si 1.279 6.818 17.807 -0.009 -0.014 -0.012
Si 4.047 9.675 17.77 0.012 0.01 -0.019
Si 1.284 12.267 17.761 -0.008 -0.003 -0.009
Si 4.043 15.037 17.965 0.007 0.008 -0.009
Si 6.748 1.397 17.972 -0.002 -0.01 -0.005
Si 9.477 4.15 17.943 0.008 0.005 -0.013
Si 6.773 6.806 17.851 -0.014 -0.009 -0.02
Si 9.556 9.62 17.885 0.003 0.006 -0.014
Si 6.699 12.338 17.951 -0.007 -0.004 -0.006
Si 9.54 15.076 17.959 0.011 -0.002 -0.01
Si 12.183 1.287 17.923 -0.003 -0.01 -0.018
Si 14.977 4.086 17.834 0.005 0.007 -0.01
Si 12.221 6.812 17.966 -0.007 -0.006 -0.01
Si 15.003 9.543 17.82 0.016 0.012 -0.018
Si 12.182 12.223 17.878 -0.002 -0.019 -0.025
Si 14.959 15.1 17.851 0.011 0.011 -0.017
Si -0.096 2.678 19.171 0.022 0.001 0.051
Si 2.605 16.353 19.315 0 -0.003 0.048
Si -0.047 8.194 19.211 0.005 0.005 0.07
Si 2.734 5.462 19.074 0.003 0 0.062
Si -0.034 13.682 19.073 -0.005 -0.014 0.063
Si 2.641 10.963 19.171 -0.004 -0.006 0.062
Si 5.424 2.818 19.372 -0.01 -0.018 0.042
Si 8.161 0.064 19.332 -0.006 0.016 0.069
Si 5.427 8.301 19.065 0.008 0.002 0.054
Si 8.086 5.501 19.357 0.007 0.009 0.053
Si 5.38 13.704 19.437 -0.001 -0.01 0.049
Si 8.139 10.962 19.228 -0.007 -0.008 0.059
Si 10.813 2.702 19.251 0 0.014 0.06
Si 13.586 16.372 19.342 0.004 -0.006 0.048
Si 10.871 8.265 19.33 0.013 -0.017 0.05
Si 13.63 5.381 19.277 -0.006 -0.006 0.056
Si 10.854 13.592 19.298 -0.019 0.009 0.056
Si 13.596 10.836 19.191 0.019 0.016 0.048
Si 1.618 3.809 20.304 -0.014 -0.012 -0.219
Si 3.794 1.576 20.539 0.04 -0.022 -0.245
Si 1.576 9.334 20.51 -0.114 0.071 -0.214
Si 3.834 7.155 20.295 -0.015 -0.072 -0.188
Si 1.423 14.714 20.611 0.007 0.078 -0.219
Si 3.688 12.495 20.624 0.083 -0.001 -0.238
Si 6.908 4.049 20.862 -0.076 0.054 -0.166
Si 9.177 1.749 20.7 0.001 -0.04 -0.219
Si 7.016 9.339 20.49 -0.053 0.009 -0.24
Si 9.26 7.122 20.606 0.026 -0.043 -0.234
Si 7.045 14.914 20.701 -0.091 0.015 -0.192
Si 9.199 12.52 20.655 0.055 -0.016 -0.18
Si 12.431 3.773 20.556 0.006 0.068 -0.229
Si 14.747 1.611 20.614 0.02 -0.061 -0.236
Si 12.592 9.246 20.657 -0.132 0.101 -0.169
Si 14.849 6.961 20.53 0.09 -0.102 -0.203
Si 12.549 14.603 20.577 -0.047 0.084 -0.197
Si 14.842 12.456 20.302 -0.008 -0.062 -0.198
Si 14.244 14.899 24.94 0.021 0.005 0.021
Si 6.471 14.517 26.789 0.057 0.026 -0.002
Si 0.183 5.431 22.655 -0.009 0.032 -0.039
Si 5.218 5.894 22.884 0.104 -0.068 0.038
Si 16.147 10.62 22.545 0.074 -0.031 -0.038
Si -0.132 16.348 22.882 -0.021 -0.054 -0.027
Si 5.445 0.184 22.919 0.107 -0.015 -0.043
Si 10.794 9.856 28.228 0.04 0.027 0.032
Si 2.7 5.99 24.412 0.02 -0.068 -0.041
Si 9.85 11.976 23.616 -0.018 -0.026 0.049
Si 9.061 10.077 25.85 0.016 -0.026 -0.01
Si 9.848 0.68 23.595 0.036 0.054 -0.051
Si 8.878 4.344 25.119 0.016 -0.025 0.064
Si 10.037 8 30.713 -0.053 0.032 -0.031
Si 13.532 9.599 23.398 -0.022 0.021 -0.014
Si 7.138 12.12 24.825 0.104 -0.058 0.015
Si 11.485 14.592 23.575 0.039 -0.084 -0.023
Si 1.448 3.925 26.175 -0.051 -0.029 0.013
Si 2.227 4.852 30.521 0.109 -0.022 0.085
Si 5.228 10.711 22.77 0.022 -0.057 -0.057
Si 14.926 11.785 24.855 -0.025 -0.049 -0.004
Si 2.452 13.747 27.008 0.069 -0.02 -0.048
Si 7.23 1.811 24.879 -0.003 0.028 0
Si 4.864 9.782 27.461 -0.08 0.005 -0.12
Si 4.647 8.255 24.594 0.092 -0.065 0.021
Si 10.596 2.032 26.065 -0.004 0.015 -0.027
Si 10.822 5.394 22.801 -0.008 0.017 -0.009
Si 15.111 4.532 24.976 -0.018 -0.033 0.034
Si 13.002 6.758 24.709 0.02 0.005 -0.022
Si 14.582 -0.004 27.717 -0.095 0.02 -0.033
Si 11.445 9.615 32.552 0.041 0.084 -0.021
Si 3.217 7.01 28.783 0.037 -0.02 0.027
Si 4.094 15.563 25.269 -0.04 -0.023 0.029
Si 0.088 9.325 32.246 0.061 0 0.014
Si 1.746 1.107 25.098 -0.01 -0.022 0.031
Si 16.034 10.517 29.607 -0.006 -0.042 -0.036
Si 0.356 11.559 27.064 -0.036 0.034 0.025
Si 8.251 0.443 27.318 -0.006 0.042 0.015
Si 1.751 2.535 29.033 0.038 -0.035 0.037
Si 1.795 9.247 27.891 -0.035 -0.008 -0.02
Si 11.655 7.267 27.435 0.019 -0.03 -0.014
Si 1.118 -0.029 27.868 0.018 0.061 -0.034
Si 10.879 16.174 31.734 -0.022 -0.07 0.026
Si 8.696 7.019 26.809 0.043 0.057 0.009
Si 13.359 3.815 29.329 -0.012 0.011 -0.021
Si 8.173 16.068 30.384 0.06 -0.087 -0.073
Si 4.23 1.815 32.654 -0.04 -0.003 0
Si 12.587 6.391 30.201 -0.037 -0.004 -0.016
Si 2.618 7.524 31.643 0.081 -0.022 0.009
Si 4.978 12.551 28.415 0.105 0.052 0.035
Si 5.707 12.565 31.394 0.052 0.054 0.056
Si 6.338 3.996 32.597 -0.026 0 0.058
Si 13.57 2.76 26.71 -0.007 0.061 -0.069
Si 6.153 7.507 28.757 0.029 -0.034 0.019
Si 7.422 6.588 31.41 -0.005 -0.011 0.113
Si 5.553 15.698 32.01 -0.002 -0.023 0.004
Si 8.583 13.365 31.558 0.042 -0.009 0.046
Si 14.892 1.544 32.541 -0.065 0.003 0.094
Si 16.06 3.504 30.74 0.031 -0.047 -0.041
Si 12.895 10.929 30.148 0.046 -0.002 0.022
Si 14.69 6.898 32.524 0.04 -0.083 0
Si 13.158 0.884 30.109 -0.015 -0.098 0.015
Si 11.662 13.258 31.743 -0.075 -0.041 0.07
O 1.184 14.88 34.079 0.094 0.046 -0.105
O 15.669 0.365 33.345 -0.106 0.194 0.029
O 2.759 2.493 32.946 0.011 0.222 -0.173
O 1.111 4.135 34.137 0.198 0.145 0.108
O 15.89 5.867 32.959 0.197 -0.078 -0.301
O 1.118 8.167 31.752 0.011 -0.037 -0.262
O 3.303 8.208 32.946 -0.07 0.088 -0.078
O 14.682 12.047 34.012 0.061 -0.058 -0.146
O 0.356 10.127 33.649 0.31 0.042 -0.205
O 5.047 12.084 29.979 -0.103 -0.013 0.039
O 3.311 12.814 34.027 -0.016 -0.065 -0.018
O 4.632 1.456 34.206 0.008 0.099 0.212
O 5.91 15.634 33.618 0.226 -0.273 0.165
O 9.203 1.417 34.235 -0.094 -0.033 -0.059
O 7.441 3.228 33.512 0.172 -0.142 0.027
O 5.432 5.015 33.468 -0.317 -0.079 -0.212
O 4.186 6.725 0.342 0.011 0.193 0.086
O 8.841 6.92 30.686 0.172 -0.237 0.038
O 7.477 7.331 32.888 -0.256 -0.076 -0.169
O 7.339 12.321 31.33 0.019 -0.107 -0.16
O 5.159 11.654 32.651 0.032 0.049 -0.005
O 8.265 14.102 33.006 -0.154 0.126 0.011
O 6.752 16.34 31.125 -0.025 0.29 0.046
O 11.031 16.159 33.35 0.245 -0.048 0.074
O 11.838 0.823 31.017 -0.05 0.163 0.257
O 15.944 2.742 32.175 -0.026 0.111 0.019
O 13.628 2.228 33.34 -0.093 -0.051 -0.03
O 11.774 4.21 34.138 0.042 0.143 0.087
O 9.604 6.257 34.067 -0.107 0.215 -0.091
O 12.075 8.686 33.705 -0.182 -0.125 0.191
O 13.76 6.783 33.857 0.156 -0.032 0.137
O 9.457 12.283 0.03 0.065 0.037 -0.142
O 11.132 11.001 33.32 0.104 -0.084 -0.295
O 12.47 13.449 33.179 0.082 0.235 0.09
O 11.442 14.759 31.158 -0.037 -0.01 -0.318
O 0.983 4.616 21.546 -0.249 -0.16 0.21
O 2.661 2.707 20.966 0.172 0.09 -0.091
O 4.679 15.414 23.757 0.078 -0.081 -0.115
O 4.41 0.932 21.918 -0.187 -0.195 -0.016
O 1.095 9.943 21.976 0.123 0.196 0.198
O 2.688 8.18 20.903 -0.119 -0.032 -0.114
O 3.889 5.203 23.571 -0.098 -0.263 -0.193
O 4.731 6.68 21.563 -0.011 -0.03 -0.052
O 0.537 15.21 21.915 -0.137 -0.308 -0.08
O 1.101 0.616 23.697 0.24 0.097 0.046
O 4.167 11.618 21.935 0.003 -0.175 0.018
O 2.553 13.605 21.133 0.099 -0.017 0.032
O 8.049 2.874 21.25 0.09 0.072 -0.089
O 6.307 4.786 22.278 0.13 -0.136 -0.013
O 9.918 1.108 22.028 0.279 -0.272 -0.012
O 7.559 3.419 24.747 -0.179 -0.057 -0.06
O 8.095 8.215 21.079 -0.045 -0.051 0.006
O 6.364 10.091 21.789 -0.089 -0.093 0.209
O 7.439 7.044 27.86 -0.153 0.136 -0.012
O 9.98 6.506 21.954 0.102 -0.048 0.171
O 8.136 13.723 21.136 0.138 0.179 -0.098
O 6.584 15.798 22.039 0.191 -0.085 0.158
O 7.609 10.806 25.687 -0.264 0.117 0.276
O 9.765 11.71 21.995 0.006 -0.374 -0.08
O 12.055 6.103 23.574 0.072 0.226 -0.267
O 10.104 6.738 27.623 -0.026 -0.214 -0.025
O 13.585 2.702 21.101 0.146 0.085 0.237
O 15.505 1.039 21.956 -0.061 0.055 0.177
O 12.391 9.8 22.225 0.086 0.121 0.259
O 8.44 5.762 25.793 0.056 0.193 -0.208
O 15.57 6.486 21.942 0.003 -0.111 0.062
O 13.571 7.934 20.906 -0.03 -0.088 -0.069
O 11.937 14.95 22.053 -0.127 0.023 0.096
O 10.176 15.517 23.826 -0.167 0.024 -0.251
O 15.681 11.804 21.543 -0.087 -0.03 0.141
O 13.753 13.527 20.933 0.091 0.028 0.18
O 12.669 15.063 24.581 -0.224 0.272 0.067
O 1.802 3.381 27.652 -0.104 0.113 0.109
O 3.267 0.56 25.315 -0.014 0.167 0.124
O 9.774 0.879 26.899 0.147 0.012 0.092
O 15.746 4.321 23.496 -0.164 -0.047 -0.152
O -0.107 4.431 26.095 0.02 -0.078 0.251
O 5.686 7.081 23.98 0.107 -0.113 -0.037
O 1.292 6.167 23.598 -0.059 0.12 0.201
O 14.645 13.356 24.69 -0.078 0.029 -0.233
O -0.142 11.327 24.011 0.003 0.124 -0.019
O 0.88 0.527 26.35 -0.241 -0.014 -0.03
O 15.193 15.77 23.948 0.14 0.167 0.186
O 3.141 14.29 25.63 0.085 -0.016 -0.26
O 5.931 1.343 23.997 -0.283 0.093 -0.171
O 8.37 0.891 24.192 -0.01 -0.017 0
O 10.049 8.944 29.377 -0.081 -0.087 0.222
O 3.214 7.495 24.766 -0.008 0.058 -0.105
O 2.43 5.161 25.786 0.123 0.209 0.122
O 4.489 9.477 23.528 -0.266 -0.109 0.062
O 9.708 10.604 27.272 0.093 0.06 -0.048
O 11.085 13.029 23.851 0.242 0.013 0.133
O 9.972 10.604 24.552 0.223 -0.156 0.026
O 14.407 15.326 26.506 0.157 0.022 -0.033
O 10.842 1.606 24.502 0.333 -0.08 -0.219
O 11.532 4.306 21.826 0.138 0.144 0.009
O 9.765 4.649 23.786 -0.206 0.1 0.058
O 11.632 8.88 27.225 -0.045 -0.054 0.026
O 6.326 7.196 30.356 -0.171 0.185 0.04
O 13.625 10.927 24.358 -0.215 0.025 -0.055
O 13.25 8.313 24.336 -0.019 0.155 -0.125
O 8.841 8.441 25.963 0.105 -0.082 -0.175
O 6.575 13.355 25.683 -0.136 0.133 0.084
O 10.087 12.696 31.613 0.032 -0.121 0.092
O 12.705 12.414 30.801 -0.045 0.251 -0.146
O 5.314 15.588 26.351 -0.092 0.262 0.131
O 1.724 2.728 25.1 -0.185 -0.15 -0.227
O 2.584 5.573 29.117 0.054 -0.041 -0.093
O 12.672 7.022 28.695 0.177 0.128 -0.003
O 2.169 7.668 27.699 0.102 -0.134 -0.214
O 14.381 10.529 29.579 0.038 0.07 -0.048
O 1.881 14.968 27.891 -0.065 0.019 0.124
O 15.275 11.505 26.417 0.049 -0.007 -0.07
O 3.466 12.986 28.013 0.004 -0.259 0.24
O 0.577 9.276 29.032 -0.06 -0.082 0.259
O 9.786 3.453 26.15 0.129 0.163 0.019
O 5.94 11.693 23.835 -0.155 0.054 -0.084
O 7.125 4.969 31.531 0.084 -0.038 0.049
O 3.327 9.864 28.067 -0.035 0.22 0.019
O 8.444 12.684 24.036 0.073 0.354 0.131
O 7.218 1.439 26.492 0.013 -0.055 -0.089
O 8.126 0.451 28.952 -0.1 0.19 0.112
O 13.447 16.223 28.899 0.122 -0.24 -0.057
O 14.419 0.883 31.133 -0.046 0.1 -0.07
O 14.011 3.361 25.258 -0.06 0.135 0.022
O 0.22 2.496 29.596 -0.118 0.007 -0.207
O 14.429 6.011 24.931 0.232 0.31 -0.079
O 12.216 6.573 26.107 -0.132 -0.38 0.195
O -0.003 10.56 31.186 -0.002 0.124 0.189
O 11.374 7.115 30.961 0.108 0.121 0.161
O 16.023 16.186 28.456 0.152 0.212 0.209
O 14.998 9.463 22.665 -0.108 -0.187 0.14
O 2.095 0.978 28.726 0.299 0.104 -0.103
O 2.688 3.285 30.183 0.184 0.165 0.015
O 7.889 15.304 26.91 0.072 -0.206 -0.073
O 6.021 13.796 28.189 0.255 0.2 0.271
O 15.112 8.475 32.403 -0.189 0.172 0.117
O 13.922 6.559 31.125 0.036 -0.179 0.029
O 3.238 7.912 30.178 -0.192 0.147 0.02
O 5.357 11.331 27.393 0.208 0.047 0.06
O 11.823 10.892 28.919 0.092 0.24 -0.238
O 1.129 10.148 26.702 -0.113 -0.066 0.01
O 0.138 11.767 28.685 0.11 0.055 0.167
O 9.379 0.227 31.312 -0.195 0.069 0.022
O 4.295 0.37 31.849 0.01 0.13 -0.239
O 4.75 6.797 28.251 0.039 -0.017 0.076
O 2.749 5.863 31.716 0.247 -0.088 0.297
O 1.237 12.794 26.51 0.059 0.001 -0.288
O 5.282 14.154 31.563 -0.288 0.012 -0.013
O 5.895 9.098 28.532 -0.113 0.265 0.245
O 10.024 9 32.01 -0.013 0.268 -0.092
O 12.237 4.819 29.935 0.041 0.062 -0.087
O 14.533 1.509 27.095 -0.053 0.043 -0.246
O 13.699 4.035 27.747 0.099 0.205 0.008
O 12.884 2.295 29.381 -0.231 -0.122 0.074
O 12.475 9.847 31.308 0.111 -0.071 0.04
O 5.007 8.955 26.041 0.353 -0.171 0.066
O 0.632 4.789 30.786 -0.034 0.057 0.102
O 14.628 4.052 30.286 0.073 0.277 -0.01
O 12.052 2.215 26.706 -0.108 -0.246 0.315
O 8.454 14.45 30.324 -0.076 -0.114 -0.07
O 5.305 2.87 31.98 0.181 -0.039 0.023

Results
total energy: -108575.627 eV
total energy less fixed offsets of O -438.35, Si -107.03 eV per atom: 4.603 eV
